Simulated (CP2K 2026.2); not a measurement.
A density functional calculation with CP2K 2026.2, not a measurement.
Periodic cell of 504 atoms, Si360O144, from a study of silicon, its oxide and their interface. The atomic structure is a simulated model.
Doubt: the forces sum to 2.81 eV/angstrom along one axis rather than to zero, so they err by at least 0.0056 eV/angstrom per atom on average; the grid cutoff is modest.

Settings: functional PBE; method Gaussian and plane waves; basis set DZVP-MOLOPT-SR-GTH; pseudopotentials GTH-PBE; grid cutoff 300 Ry, relative cutoff 40 Ry; k points Gamma only; occupations fixed; spin none; net charge 0.

Cell vectors (angstrom)
a 16.32 0 0
b 0 16.32 0
c -2.5137 -4.7131 33.9435

Atoms and the computed forces on them: element, x, y, z (angstrom), force x, y, z (eV/angstrom)
Si 1.633 -1.792 0.147 -0.305 0.453 0.671
Si 4.296 0.931 -0.393 -0.321 0.454 0.651
Si 1.108 4.121 0.461 0.179 0.042 0.644
Si 4.098 6.763 0.253 0.032 -0.013 0.421
Si 1.876 -7.378 0.036 0.013 0.07 0.652
Si 4.073 -3.87 0.377 0.166 -0.377 0.645
Si 6.628 -1.188 0.112 0.154 -0.015 0.738
Si 9.502 1.54 0.189 -0.149 0.069 0.649
Si 6.35 4.607 -0.263 0.11 -0.234 0.709
Si 9.256 7.137 0.343 -0.12 -0.154 0.737
Si 7.048 9.264 -0.037 -0.204 0.16 0.72
Si -6.542 -4.432 0.001 -0.038 0.266 0.775
Si -3.765 -1.566 -0.17 -0.301 0.194 0.703
Si -1.636 1.794 0.325 0.111 -0.276 0.803
Si -3.91 3.905 0.219 -0.16 0.272 0.737
Si -0.961 6.356 -0.029 -0.184 0.279 0.71
Si -4.396 -6.732 -0.129 0.282 -0.1 0.693
Si -1.516 -3.81 -0.106 0.083 -0.288 0.734
Si 2.701 0.028 1.186 -0.005 0.026 -0.061
Si 5.354 2.744 0.944 0.003 -0.045 -0.069
Si 2.73 5.378 1.527 0.011 -0.011 -0.034
Si 5.505 8.186 1.426 0.015 -0.014 -0.051
Si 2.829 -5.613 1.335 -0.028 0.033 -0.024
Si 5.552 -2.636 1.614 0.002 0.055 -0.055
Si 8.105 0.101 1.383 0.002 -0.018 -0.027
Si -5.443 2.776 1.55 0.007 0.021 0
Si 7.989 5.463 1.319 -0.04 -0.065 -0.041
Si -5.462 8.282 1.532 0.006 0.032 -0.033
Si 8.16 -5.469 1.341 0.011 0.003 -0.051
Si -5.392 -2.716 1.164 0.009 0.006 -0.012
Si -2.722 -0.021 1.301 0.005 0.014 -0.015
Si -0.157 2.79 1.824 -0.02 -0.038 -0.003
Si -2.677 5.496 1.385 -0.002 0.015 -0.061
Si 0.138 7.986 1.309 -0.025 0.021 -0.072
Si -2.685 -5.533 1.075 -0.029 0.037 -0.083
Si -0.03 -2.804 1.406 -0.05 -0.02 -0.037
Si 1.386 1.306 2.734 0.022 -0.017 0
Si 4.127 3.937 2.658 0.044 -0.017 0.041
Si 1.369 6.743 2.852 -0.005 -0.018 0.036
Si 4.155 9.503 2.807 -0.007 -0.004 0.026
Si 1.373 -4.223 2.664 0.042 -0.009 0.003
Si 4.028 -1.259 2.739 -0.043 -0.002 0.038
Si 6.684 1.487 2.593 -0.032 0.044 0.041
Si 9.412 4.153 2.72 -0.015 0.034 0.027
Si 6.784 6.798 2.806 0.025 0.009 0.032
Si 9.489 -6.715 2.844 -0.033 0.003 0.04
Si 6.893 -4.101 2.787 0.028 -0.019 0.019
Si -6.774 -1.36 2.596 0.013 -0.006 -0.007
Si -4.079 1.307 2.762 0.026 0.006 0.029
Si -1.498 4.21 2.996 -0.039 0.054 0.055
Si -4.066 6.843 2.726 -0.014 -0.035 0.015
Si -1.311 -6.859 2.527 0.006 0.013 -0.013
Si -4.024 -4.111 2.553 -0.018 -0.044 0.007
Si -1.344 -1.349 2.705 -0.007 -0.01 0.003
Si 0.021 -0.036 4.088 -0.003 -0.006 0.035
Si 2.747 2.669 4.084 -0.027 0.031 0.023
Si -0.01 5.479 4.25 -0.001 -0.017 0.017
Si 2.752 8.143 4.134 -0.005 -0.012 -0.016
Si -0.014 -5.521 4.018 -0.008 -0.018 0.003
Si 2.695 -2.751 4.015 0.008 0.006 -0.01
Si 5.406 0.101 4.053 -0.003 0.013 -0.006
Si 8.085 2.746 4.046 -0.022 -0.027 -0.002
Si 5.417 5.372 4.074 0.01 -0.004 -0.018
Si 8.162 -8.156 4.145 0.01 -0.004 -0.003
Si 5.488 -5.429 4.133 0.001 -0.008 -0.002
Si 8.245 -2.694 4.063 0.015 0.021 0.016
Si -5.462 -0.048 4.063 -0.001 -0.023 0.001
Si -2.801 2.697 4.182 -0.003 -0.007 0.01
Si -5.476 5.479 4.059 0.012 -0.018 -0.012
Si -2.672 8.197 4.028 0.021 0.016 -0.008
Si -5.396 -5.347 4.071 0.006 0.029 -0.019
Si -2.718 -2.753 4.003 -0.014 -0.004 -0.015
Si 1.316 -1.35 16.257 0.015 -0.005 -0.022
Si 4.079 1.346 16.317 0.006 -0.008 -0.007
Si 1.338 4.054 16.35 0.01 -0.015 -0.015
Si 4.043 6.782 16.333 -0.037 0.005 -0.003
Si 1.37 -6.81 16.283 -0.012 0.001 -0.02
Si 4.077 -4.109 16.231 0.008 0.003 -0.01
Si 6.826 -1.332 16.32 0.004 0.01 0.009
Si -6.788 1.363 16.364 0.017 0.009 0
Si 6.806 4.08 16.326 -0.002 0.007 -0.003
Si -6.779 6.806 16.35 -0.014 -0.004 -0.008
Si 6.819 -6.791 16.285 -0.011 0.021 0
Si -6.791 -4.049 16.302 0.011 -0.008 -0.012
Si -4.074 -1.342 16.336 0.011 0 -0.004
Si -1.377 1.387 16.367 0.013 -0.002 0.003
Si -4.095 4.063 16.391 -0.009 -0.005 -0.002
Si -1.396 6.769 16.321 -0.012 -0.007 0.002
Si -4.053 9.527 16.293 0.002 -0.006 -0.006
Si -1.384 -4.063 16.292 0.007 -0.016 -0.016
Si 2.631 0.018 17.62 -0.001 0.006 0.008
Si 5.457 2.7 17.674 -0.007 -0.015 -0.007
Si 2.674 5.412 17.717 0.004 0.015 0.007
Si 5.426 8.185 17.614 0.003 0.003 -0.01
Si 2.724 -5.429 17.628 0.005 0.009 0.009
Si 5.444 -2.763 17.555 -0.006 -0.022 -0.006
Si 8.18 0.017 17.74 -0.022 -0.021 -0.016
Si -5.449 2.697 17.779 -0.02 0 0.015
Si 8.197 5.407 17.695 0.024 -0.008 0.016
Si -5.382 8.183 17.676 0.007 0.026 -0.007
Si 8.209 -5.447 17.642 0.005 0.008 0.023
Si -5.47 -2.67 17.689 -0.011 -0.011 -0.008
Si -2.708 -0.006 17.718 -0.009 0.021 0.009
Si -0.023 2.736 17.766 0.007 0.005 0.009
Si -2.729 5.418 17.75 0.022 -0.001 -0.001
Si -0.009 -8.173 17.605 0.021 0.003 0.004
Si -2.768 -5.379 17.663 0.015 0.002 0.006
Si 0.023 -2.746 17.631 0.001 0.001 -0.002
Si 1.316 1.329 19.111 0.002 -0.018 -0.019
Si 4.059 4.003 19.028 -0.033 0 -0.017
Si 1.241 6.772 19.04 -0.016 -0.009 -0.028
Si 4.081 -6.773 18.979 0.01 -0.006 -0.016
Si 1.39 -4.076 19.017 0.015 -0.002 -0.028
Si 3.98 -1.453 18.807 -0.024 -0.045 -0.049
Si 6.835 1.401 19.088 0.006 0.042 0.01
Si -6.811 4.06 19.172 0.005 -0.013 -0.024
Si 6.811 6.837 18.922 0.011 -0.008 -0.022
Si -6.683 9.591 19.03 0.021 0.055 -0.03
Si 6.822 -4.076 18.936 -0.021 -0.009 -0.041
Si 9.53 -1.339 19.133 0.019 0.01 -0.008
Si -4.079 1.302 19.131 -0.021 -0.001 -0.024
Si -1.372 4.098 19.176 0.012 -0.009 -0.003
Si -4.082 6.812 19.081 -0.024 -0.012 0.01
Si -1.302 -6.72 18.902 0.018 0.019 -0.048
Si -4.173 -4.038 19.061 0.003 -0.03 -0.039
Si -1.306 -1.41 19 0.001 0.013 -0.039
Si 0.038 -0.163 20.462 0.06 0.006 0.041
Si 2.667 2.711 20.485 0.018 0.017 0.034
Si -0.149 5.553 20.607 0.013 0.059 0.041
Si 2.68 8.171 20.249 -0.015 0.009 0.05
Si 0.056 -5.437 20.357 -0.011 -0.012 0.062
Si 2.782 -2.756 20.364 0.01 -0.007 0.095
Si 5.298 -0.066 20.051 -0.015 0.023 0.018
Si 8.136 2.707 20.642 0.016 -0.009 0.04
Si 5.477 5.433 20.229 0.003 -0.007 0.019
Si 8.263 8.15 20.216 -0.006 -0.019 0.04
Si 5.499 -5.442 20.299 -0.004 0.02 0.045
Si 8.086 -2.705 20.385 0.008 -0.016 0.067
Si -5.423 -0.051 20.583 0.006 0.011 0.06
Si -2.679 2.641 20.493 -0.004 -0.005 0.029
Si -5.409 5.467 20.52 -0.003 -0.009 0.066
Si -2.707 -7.994 20.224 -0.007 0.009 0.019
Si -5.555 -5.262 20.571 -0.075 -0.006 0.05
Si -2.709 -2.724 20.316 0.001 -0.009 0.06
Si 1.707 -1.247 21.808 -0.293 -0.169 -0.711
Si 3.872 0.998 21.529 -0.022 0.24 -0.706
Si 1.56 4.386 21.767 -0.426 -0.351 -0.633
Si 3.854 6.554 21.415 0.166 0.257 -0.822
Si 1.23 -7 21.667 0.133 0.147 -0.728
Si 4.431 -3.851 21.635 -0.152 -0.165 -0.77
Si 6.426 -1.499 21.464 0.11 0.012 -0.654
Si -6.454 1.616 21.929 -0.329 -0.226 -0.717
Si 6.916 4.432 21.769 -0.042 -0.297 -0.641
Si -7.1 6.623 21.72 0.24 0.021 -0.676
Si 7.1 -6.653 21.493 -0.144 0.07 -0.696
Si 8.998 -4.203 21.949 0.397 0.161 -0.64
Si -3.8 -1.292 21.809 -0.245 -0.114 -0.695
Si -1.572 0.936 21.729 0.084 0.168 -0.697
Si -4.195 3.879 21.792 0.211 0.176 -0.72
Si -1.261 7.404 21.804 -0.118 -0.394 -0.69
Si -3.822 -6.442 21.565 -0.233 -0.049 -0.726
Si -1.558 -4.288 21.593 0.168 0.113 -0.749
Si 0.441 5.051 24.427 0.127 0.059 0.004
Si 5.381 8.084 23.56 -0.046 0.099 -0.067
Si 6.53 -2.784 -4.334 0.018 0.073 0.078
Si 1.87 -2.252 -2.84 0.096 0.123 0.02
Si -4.09 -2.613 24.709 0.075 0.047 -0.237
Si 2.805 -6.52 -6.584 -0.053 0.094 -0.001
Si -5.339 5.612 -6.662 0.004 0.049 0.083
Si -6.938 1.408 -4.169 0.013 0.095 0.101
Si -7.233 4.375 25.697 -0.005 -0.108 -0.075
Si -5.579 -7.89 -5.452 -0.093 -0.031 -0.025
Si 1.413 1.006 26.138 -0.005 -0.126 -0.03
Si 7.639 -5.774 26.462 -0.095 0.1 0.128
Si -4.066 8.002 -2.946 -0.021 0.006 0.223
Si 6.657 7.947 26.02 0.147 -0.047 -0.009
Si 3.331 -5.875 23.765 0.034 -0.014 -0.312
Si 5.823 -0.05 26.334 0.041 -0.114 0.059
Si 5.91 -6.57 -2.993 0.103 0.081 0.16
Si 2.698 5.652 -4.995 -0.16 -0.042 -0.115
Si 6.412 3.249 24.491 -0.046 0.022 -0.058
Si 2.588 0.628 -2.977 0.215 0.011 -0.033
Si 6.661 6.944 -7.399 0.134 0.022 -0.045
Si 1.217 -1.909 24.877 -0.02 0.011 -0.104
Si -0.408 -4.119 -3.076 0.05 0.069 0.239
Si 0.004 -5.736 -6.932 0.075 0.056 0.07
Si -1.213 1.563 24.648 -0.026 -0.039 -0.109
Si -7.794 3.571 -2.122 -0.086 0.003 0.148
Si -2.473 4.374 24.383 0.044 -0.017 -0.159
Si -5.659 -0.359 -1.992 0.091 -0.015 -0.021
Si 0.633 2.121 -1.578 -0.012 0.099 0.164
Si -5.48 5.544 -1.853 -0.006 -0.053 -0.001
Si 6.662 -4.467 -6.699 -0.079 -0.05 -0.057
Si -6.069 1.631 24.872 -0.073 0.024 -0.077
Si -1.951 -3.996 -5.533 0.106 0.033 -0.102
Si 1.41 7.416 25.929 -0.081 -0.036 -0.005
Si 0.098 -6.001 26.265 0.036 0.029 0
Si -4.594 -3.33 -6.902 -0.005 0.058 -0.012
Si -0.149 5.202 -5.335 -0.004 -0.076 0.085
Si 6.118 0.594 23.516 0 -0.043 -0.154
Si 3.559 -7.955 -4.033 -0.071 0.032 -0.051
Si -3.578 0.217 25.775 0.005 0.08 -0.042
Si -6.043 7.127 24.563 0.022 -0.011 -0.101
Si 2.512 -4.359 26.359 -0.049 0.023 0.056
Si -1.154 -3.663 24.556 -0.02 -0.016 -0.001
Si 0.91 -6.898 -2.831 -0.14 -0.045 0.119
Si 7.498 -0.232 -5.865 0.105 -0.039 -0.111
Si 7.581 -7.16 -5.558 0.059 0.034 0.041
Si 0.123 -2.792 -7.302 -0.015 -0.02 0.005
Si -7.856 -2.623 -2.06 -0.069 0.052 0.115
Si -7.016 -3.47 25.034 -0.063 0.107 -0.108
Si -1.21 7.111 -3.097 0.041 -0.102 0.11
Si -5.969 2.856 -6.643 0.055 -0.008 -0.12
Si 4.502 -3.868 -2.601 -0.005 0.043 0.044
Si 1.457 3.126 -4.15 -0.03 -0.145 -0.076
Si -3.393 -8.132 23.934 0.099 0.012 -0.139
Si 1.352 -1.418 5.433 0.03 -0.009 0
Si 4.081 1.369 5.497 -0.009 -0.018 -0.002
Si 1.383 4.044 5.465 0.013 -0.012 0.006
Si 4.083 6.746 5.46 -0.014 -0.015 0.014
Si 1.353 9.507 5.442 0.008 0.005 0.005
Si 4.084 -4.053 5.417 -0.024 0.005 0.021
Si 6.808 -1.316 5.359 -0.015 -0.013 0
Si 9.473 1.35 5.382 -0.001 0.018 -0.007
Si 6.788 4.08 5.471 0.009 0.014 -0.006
Si -6.782 6.819 5.476 -0.023 0.001 0.009
Si 6.808 -6.804 5.495 0.012 -0.003 0.012
Si -6.749 -4.029 5.464 0.022 0.003 0.011
Si -4.075 -1.4 5.405 0.003 -0.005 -0.001
Si -1.344 1.348 5.444 0.03 0.014 0.012
Si -4.174 4.084 5.465 0.007 -0.005 0.012
Si -1.378 6.875 5.504 -0.013 -0.014 0.016
Si -4.05 -6.768 5.394 -0.01 -0.013 0.007
Si -1.357 -4.114 5.375 0 0.001 0.01
Si 2.711 -0.033 6.795 -0.006 -0.001 0.005
Si 5.437 2.73 6.843 -0.015 0.009 -0.001
Si 2.72 5.417 6.833 -0.001 -0.004 -0.007
Si 5.437 -8.185 6.815 0.009 -0.004 -0.009
Si 2.719 -5.426 6.777 -0.002 0 -0.004
Si 5.457 -2.686 6.753 -0.009 0.006 0.002
Si 8.143 0.005 6.778 0.004 0 -0.017
Si -5.51 2.704 6.797 -0.006 0.014 0.011
Si -8.158 5.445 6.814 0.01 -0.006 -0.001
Si -5.406 -8.129 6.788 0.005 -0.003 0.004
Si -8.129 -5.419 6.8 0.005 -0.002 -0.005
Si -5.412 -2.699 6.835 -0.014 0.009 0.016
Si -2.72 -0.024 6.771 -0.01 -0.016 -0.004
Si 0.008 2.698 6.815 0.008 -0.003 0.011
Si -2.757 5.452 6.791 0.002 0.007 -0.002
Si 0.006 8.19 6.853 -0.003 0 0.002
Si -2.707 -5.433 6.786 -0.005 0.012 -0.008
Si -0.017 -2.76 6.78 0.003 0.003 0.007
Si 1.361 1.333 8.167 -0.006 0.003 -0.002
Si 4.08 4.077 8.2 0.005 0.007 0.007
Si 1.357 6.792 8.175 -0.003 -0.01 0.002
Si 4.071 -6.802 8.144 -0.018 -0.018 -0.007
Si 1.358 -4.087 8.155 -0.004 -0.006 0
Si 4.092 -1.365 8.153 -0.003 0.007 -0.001
Si 6.802 1.357 8.171 -0.003 0.002 0.002
Si -6.824 4.073 8.181 -0.024 -0.014 0.006
Si 6.804 6.798 8.179 0 -0.005 0.004
Si -6.778 -6.787 8.157 0.006 0.012 0.004
Si 6.804 -4.058 8.133 0.013 0.005 -0.012
Si -6.805 -1.339 8.152 0.01 0.001 -0.003
Si -4.095 1.351 8.123 -0.003 -0.001 -0.011
Si -1.373 4.085 8.136 0.012 -0.003 -0.002
Si -4.088 6.811 8.17 0.001 0.008 -0.012
Si -1.363 -6.774 8.184 0.007 0.006 0.002
Si -4.063 -4.083 8.166 0.007 0.006 0
Si -1.365 -1.38 8.142 -0.003 -0.008 -0.008
Si -0.012 -0.017 9.513 0.01 0 -0.003
Si 2.711 2.705 9.533 0.011 -0.006 -0.004
Si -0.014 5.432 9.518 -0.005 0.01 0.001
Si 2.722 -8.16 9.521 0 0.006 -0.002
Si 0.004 -5.429 9.537 -0.007 0.009 0.01
Si 2.722 -2.722 9.508 0 -0.004 -0.002
Si 5.437 0.001 9.523 0.001 -0.003 0.001
Si -8.172 2.718 9.543 -0.003 0.006 0.006
Si 5.446 5.439 9.543 -0.011 -0.005 -0.002
Si -8.146 -8.153 9.516 0.001 -0.005 -0.009
Si 5.443 -5.434 9.493 0.001 0 -0.014
Si -8.159 -2.71 9.508 -0.005 0.007 0.001
Si -5.447 0.015 9.513 -0.014 -0.007 0.003
Si -2.736 2.718 9.489 0.008 0.005 -0.003
Si -5.451 5.442 9.523 0.008 -0.001 -0.004
Si -2.721 -8.156 9.527 0.005 -0.005 0.001
Si -5.428 -5.436 9.526 0.006 -0.003 0.001
Si -2.716 -2.719 9.524 -0.004 -0.008 0.005
Si 1.359 -1.363 10.874 0.005 -0.005 0.005
Si 4.079 1.358 10.891 -0.002 0.007 0.008
Si 1.345 4.072 10.881 -0.005 -0.006 -0.005
Si 4.077 -9.522 10.885 0.016 0.003 -0.005
Si 1.359 -6.807 10.882 -0.004 -0.012 0.001
Si 4.08 -4.086 10.866 -0.008 0.003 -0.002
Si 6.805 -1.354 10.875 0 -0.008 -0.002
Si -6.796 1.369 10.891 0.001 0.011 -0.001
Si -9.523 4.077 10.905 -0.01 -0.007 0.006
Si -6.807 -9.522 10.89 -0.009 0.01 0.005
Si -9.514 -6.79 10.863 -0.001 -0.003 -0.002
Si -6.797 -4.07 10.87 0.003 -0.006 -0.001
Si -4.09 -1.352 10.866 0.006 0.005 -0.004
Si -1.374 1.362 10.859 -0.004 -0.013 -0.002
Si -4.084 4.076 10.871 0 0.008 0.003
Si -1.366 6.794 10.881 0.006 -0.001 0.002
Si -4.08 -6.802 10.89 -0.003 0.005 0.001
Si -1.36 -4.07 10.889 0.012 0.003 0.006
Si 2.711 0.001 12.242 0.003 0.001 0.001
Si 5.433 2.719 12.257 0.002 0.008 0.003
Si 2.711 5.433 12.24 0 0.009 0.003
Si 5.455 -8.166 12.222 -0.012 0.002 -0.008
Si 2.72 -5.444 12.233 0.001 -0.01 0.006
Si 5.44 -2.718 12.22 0.005 0 -0.006
Si 8.163 0.005 12.242 -0.002 -0.003 0.004
Si -5.439 2.731 12.252 0.002 -0.005 0.007
Si -8.158 5.435 12.261 -0.006 -0.007 0.001
Si -5.443 -8.164 12.247 0.006 -0.009 0
Si -8.153 -5.434 12.23 -0.004 0.003 0
Si -5.441 -2.709 12.233 -0.002 0.003 0.003
Si -2.741 0.017 12.224 -0.004 -0.002 -0.005
Si -0.019 2.715 12.238 0.005 0.006 0.007
Si -2.726 5.431 12.239 0.007 0.007 -0.004
Si -0.001 8.148 12.236 0.003 0.004 0
Si -2.718 -5.439 12.242 0.005 -0.002 0.005
Si -0.006 -2.707 12.242 0.001 -0.008 0.009
Si 1.348 1.365 13.601 0.002 -0.019 0.007
Si 4.069 4.08 13.612 0.002 -0.009 0.005
Si 1.344 6.781 13.605 0 0.006 0.004
Si 4.088 -6.82 13.572 0.012 -0.005 0
Si 1.348 -4.082 13.587 -0.005 0.01 0.013
Si 4.085 -1.359 13.584 0.005 -0.009 -0.008
Si 6.806 1.364 13.608 -0.002 -0.001 0
Si -6.793 4.082 13.629 -0.001 0.017 0.01
Si 6.796 -9.523 13.608 -0.007 0.008 0.002
Si -6.799 -6.797 13.601 -0.002 0 0.006
Si 6.808 -4.064 13.58 -0.015 -0.001 0
Si 9.533 -1.344 13.601 0.003 -0.002 0
Si -4.082 1.372 13.613 0.005 -0.002 -0.004
Si -1.377 4.068 13.609 -0.003 0.005 0.004
Si -4.088 6.786 13.602 0 -0.005 0.005
Si -1.358 9.509 13.59 0.014 -0.016 -0.006
Si -4.081 -4.071 13.59 0.012 -0.012 -0.001
Si -1.383 -1.334 13.58 -0.01 0.024 -0.01
Si -0.048 0.03 14.95 -0.003 0 0.003
Si 2.711 2.718 14.973 -0.005 0.011 -0.002
Si -0.015 5.415 14.974 0.001 -0.003 0.002
Si 2.723 8.145 14.935 0.017 -0.003 -0.002
Si -0.014 -5.445 14.951 -0.009 -0.007 0
Si 2.71 -2.711 14.925 0.005 0.003 -0.002
Si 5.443 -0.002 14.954 -0.005 -0.005 -0.006
Si 8.167 2.711 14.982 -0.007 -0.012 -0.002
Si 5.431 5.44 14.975 0 0.005 0
Si 8.175 -8.176 14.961 0 0 0.004
Si 5.456 -5.457 14.905 -0.008 -0.001 -0.006
Si 8.166 -2.699 14.946 -0.004 -0.008 0.001
Si -5.436 0.016 14.978 -0.007 0.005 0.002
Si -2.738 2.728 14.994 -0.003 0.005 0.009
Si -5.426 5.435 14.998 0.007 0.003 0.005
Si -2.717 8.145 14.942 0.008 0.005 -0.009
Si -5.434 -5.429 14.954 0.009 0.005 -0.002
Si -2.732 -2.694 14.943 0.003 0.006 0.004
O 2.75 -0.029 22.122 -0.049 0.149 0.438
O -6.699 1.099 23.467 -0.635 -0.506 0.289
O 2.591 4.283 -4.13 0.311 0.074 0.063
O -6.059 6.548 -0.765 0.384 0.115 0.133
O 1.336 0.75 -1.981 -0.478 -0.815 0.261
O 6.541 -7.649 22.633 0.417 -0.46 0.124
O -7.15 -7.495 -5.538 0.046 0.175 -0.154
O -5.363 2.813 22.189 0.004 0.068 -0.13
O 8.041 -5.507 22.199 0.106 -0.133 0.223
O 8.08 5.525 22.164 -0.273 0.177 0.166
O -4.031 -7.547 -1.506 0.025 -0.167 -0.126
O -7.29 -3.951 -1.36 -0.138 -0.343 -0.391
O 4.832 -4.094 -1.04 0.36 -0.383 -0.057
O -1.3 -5.405 -6.034 0.052 -0.642 0.138
O -2.724 -0.128 22.233 -0.135 0.263 0.564
O 3.015 7.825 -0.482 0.128 0.135 -0.262
O 5.481 -0.193 -0.492 -0.018 -0.292 0.025
O 7.547 4.076 25.282 -0.096 0.482 0.015
O -0.967 -3.615 22.948 0.29 0.137 -0.179
O -5.251 4.151 -5.969 0.21 0.003 0.725
O 1.219 -6.532 -6.192 -0.182 -0.356 0.302
O 4.875 1.321 22.769 -0.026 0.367 0.213
O 0.114 5.155 -0.331 0.049 -0.129 -0.478
O -2.672 -5.387 22.07 0.041 -0.098 0.324
O 1.221 6.052 -5.55 0.098 0.245 -0.493
O 1.046 -6.769 -1.225 -0.235 0.311 0.037
O -2.15 2.853 24.773 -0.238 -0.114 0.385
O 6.306 0.585 -6.612 -0.094 0.218 0.199
O 5.538 -0.244 24.763 -0.498 -0.504 -0.098
O -0.746 -4.149 -1.498 0.372 -0.15 -0.14
O -4.427 7.081 24.502 0.049 -0.23 0.345
O 1.208 4.118 23.349 0.016 -0.484 0.361
O -3.536 4.461 23.171 -0.061 0.596 0.425
O 4.437 7.045 22.827 0.043 -0.083 0.384
O -4.51 1.21 24.902 0.307 0.191 -0.357
O 5.447 -2.651 22.126 -0.081 0.123 0.626
O -7.522 -0.454 -6.828 0.012 0.206 -0.09
O 7.886 -3.054 -3.498 0.127 -0.279 -0.055
O 3.713 5.466 -6.225 0.561 0.112 0.164
O 2.567 -0.919 -3.502 0.221 -0.068 -0.436
O -0.904 5.8 -4.015 -0.022 -0.223 0.097
O 0.588 -2.925 -3.569 -0.106 0.058 -0.632
O -4.06 -1.31 25.652 -0.472 0.116 0.357
O -7.243 -3.448 23.412 -0.243 0.503 -0.062
O 0.495 3.083 -2.853 -0.542 0.555 0.099
O 1.299 -1.774 -6.833 0.038 0.176 0.626
O -4.643 6.482 -2.85 0.047 -0.33 -0.23
O 2.76 5.459 21.861 -0.053 0.168 0.322
O -4.727 -7.171 -6.628 0.328 0.444 0.239
O 7.113 -6.7 -4.074 0.145 0.253 0.372
O 0.127 1.715 25.496 -0.021 0.468 -0.121
O 7.04 1.832 23.985 0.433 0.004 -0.204
O -4.248 -2.122 23.154 -0.345 -0.277 0.081
O 2.883 -2.819 0.095 0.254 -0.101 -0.046
O 2.042 -6.445 22.967 -0.257 0.003 0.418
O 2.661 2.022 25.944 -0.111 0.345 -0.474
O 4.936 -7.837 -3.21 0.237 -0.331 0.21
O 2.407 -7.068 -3.364 0.278 0.435 -0.166
O 6.484 -6.55 -1.48 -0.153 0.215 -0.142
O 3.683 -7.385 -5.549 0.261 -0.182 -0.468
O 8.116 0.493 -4.566 -0.291 -0.088 0.419
O 1.025 6.566 24.584 -0.118 0.201 -0.304
O 0.833 -7.392 25.805 -0.16 -0.004 -0.075
O 7.923 -3.487 -6.935 0.035 0.428 0.273
O -5.964 0.433 -0.629 0.474 -0.003 0.174
O 1.413 -1.922 23.263 0.074 -0.389 0.06
O 7.113 -6.924 25.451 -0.281 0.264 -0.516
O 1.246 -1.774 -1.426 -0.307 0.063 -0.125
O -7.75 -4.765 25.643 0 -0.088 -0.054
O 2.183 -2.946 25.654 0.293 0.443 -0.033
O -2.841 2.755 -0.191 -0.069 -0.184 -0.394
O -5.311 6.832 -5.625 0.222 -0.117 0.163
O -8.111 -8.159 -0.398 -0.077 -0.112 -0.297
O -5.906 -4.301 -7.099 -0.125 -0.39 0.515
O 3.885 -4.576 22.981 0.134 0.29 0.455
O -4.196 -0.985 -1.659 0.297 0.068 -0.544
O -5.458 -5.546 -0.516 -0.117 0.069 -0.353
O 4.969 -5.273 -3.249 -0.316 -0.031 -0.311
O 7.07 4.205 -1.704 -0.033 0.232 -0.495
O -0.31 -2.407 25.157 -0.473 0.291 0.717
O 3.846 1.046 -1.997 0.304 0.177 -0.328
O 6.076 4.077 23.132 -0.435 0.011 -0.015
O -3.534 -3.899 -5.837 -0.505 -0.28 0.243
O -6.764 5.703 -7.404 -0.045 0.513 -0.219
O 7.218 -5.983 -6.622 -0.206 -0.082 -0.209
O 5.333 -2.64 -3.257 -0.226 0.558 0.005
O -4.265 -7.217 22.926 -0.351 0.024 0.149
O 0.039 -7.993 22.191 0.09 0.026 0.185
O -1.098 5.096 23.92 -0.063 0.381 -0.18
O -0.776 1.61 -1.033 0.013 -0.488 -0.48
O -6.056 1.738 -5.493 0.563 -0.18 0.053
O -2.734 -3.49 24.907 -0.175 -0.119 0.176
O 0.263 -5.549 -3.414 -0.065 0.051 -0.2
O 0.364 3.634 -5.262 -0.032 -0.346 -0.549
O -7.523 3.248 -6.985 -0.666 -0.527 0.186
O -4.499 4.453 -1.192 0.063 -0.285 -0.498
O -1.456 6.762 -1.526 -0.105 -0.107 -0.045
O -7.678 2.656 -3.446 -0.266 0.078 -0.366
O -6.644 7.382 23.087 0.155 0.609 0.126
O -6.412 -7.979 25.573 -0.071 0.373 -0.422
O 2.286 1.703 -4.19 0.266 -0.164 -0.464
O -7.438 2.638 -0.846 -0.514 0.351 0.069
O -6.751 4.76 -2.454 -0.015 0.357 -0.468
O -1.121 5.357 -6.606 -0.764 0.261 0.229
O 0.492 4.404 25.903 0.238 -0.655 0.089
O -5.176 -1.868 -6.45 0.287 0.257 0.64
O 3.701 -0.342 -6.895 -0.26 0.299 0.699
O 2.948 -3.466 -2.775 -0.17 -0.339 -0.071
O 4.464 -6.989 24 0.129 0.151 0.493
O 7.326 -1.946 -1.141 0.078 0.191 -0.069
O -0.51 -5.068 25.069 0.143 -0.255 -0.161
O -4.988 -7.496 -3.997 -0.02 0.425 0.218
O -2.641 -2.696 -0.503 -0.022 0.032 -0.233
O 6.751 7.86 -6.067 -0.346 -0.166 0.339
O -6.639 5.749 25.127 -0.208 -0.077 0.016
O -2.066 0.312 25.208 0.384 -0.468 -0.26
O 1.62 2.952 -0.578 0.417 -0.031 0.011
O -2.568 7.866 -3.552 0.074 0.161 -0.714
O -3.026 5.046 25.733 -0.239 -0.173 0.17
O 1.571 -0.435 25.419 0.179 -0.046 0.131
O -7.689 -2.273 25.933 -0.126 0.464 -0.141
O -1.764 -3.926 -3.934 -0.595 0.193 0.216
O -6.665 -1.573 -2.262 0.274 -0.256 -0.287
O 7.081 5.423 -6.957 -0.479 -0.32 0.324
O 6.097 7.193 24.717 -0.097 -0.738 -0.185
O 3.03 7.385 26.099 0.294 0.012 -0.27
O 6.099 -4.024 -5.265 -0.338 -0.267 0.049
O 3.209 6.802 -4.008 0.033 -0.148 0.469
O 0.031 8.132 -3.231 0.329 0.003 -0.081
O 3.341 -4.989 -6.714 -0.135 0.395 0.568
O 6.731 -1.525 -5.298 -0.156 -0.134 0.193
O -6.713 0.914 26.158 0.101 -0.376 0.001
O -5.852 0.673 -3.212 0.493 0.17 -0.165
O 2.916 -5.424 25.231 0.168 -0.245 0.424
O 0.667 -4.32 -7.374 0.224 -0.117 0.024
O -6.282 3.22 25.075 0.009 0.328 -0.065
O 6.961 -0.459 22.622 0.33 0.228 0.251
O 5.158 5.74 -0.565 -0.133 -0.054 -0.39
O -5.397 -3.466 25.171 0.191 -0.645 0.331
O -2.849 -7.173 25.122 0.018 0.432 -0.234
O 5.111 2.926 25.414 -0.243 0.067 -0.097
O -2.185 7.421 23.167 0.122 -0.42 0.404
O -1.143 -2.788 -6.284 -0.237 0.566 0.082
O -0.803 1.398 23.091 0.506 0.451 0.188

Results
total energy: -101650.822 eV
total energy less fixed offsets of O -438.25, Si -107.07 eV per atom: 2.378 eV
